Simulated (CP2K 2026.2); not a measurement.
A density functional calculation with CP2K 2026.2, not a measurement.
Periodic cell of 1048 atoms, Si736O312, from a study of silicon, its oxide and their interface. The atomic structure is a simulated model.
Doubt: the forces sum to 4.99 eV/angstrom along one axis rather than to zero, so they err by at least 0.0048 eV/angstrom per atom on average; the grid cutoff is modest.

Settings
functional: PBE
method: Gaussian and plane waves
basis set: DZVP-MOLOPT-SR-GTH
pseudopotentials: GTH-PBE
grid cutoff: 350 Ry, relative cutoff 50 Ry
k points: Gamma only
occupations: fixed
spin: none
net charge: 0

Cell vectors (angstrom)
a 30.7742 0 0
b 0 15.3871 0
c 5.0735 4.144 39.1752

Atoms: element, x, y, z (angstrom)
Si 31.9137 3.9657 30.8979
Si 31.3082 6.9863 30.4453
Si 31.8145 12.2753 31.035
Si 32.6658 15.7728 33.3046
Si 35.0662 4.1252 33.1508
Si 5.3022 7.9381 31.0097
Si 5.3073 11.0611 30.2565
Si 5.731 16.0606 30.4887
Si 8.8015 3.8247 31.1407
Si 8.3398 8.0959 31.0475
Si 8.2703 11.1456 30.3295
Si 8.7438 16.0699 31.1067
Si 13.4237 3.5613 30.6679
Si 13.1736 7.9852 31.0561
Si 13.58 11.0098 30.5797
Si 12.9358 15.9165 31.0171
Si 5.7968 3.799 30.4187
Si 4.3178 7.9545 33.125
Si 35.0388 11.8455 33.1277
Si 35.0591 15.7216 33.2365
Si 9.0238 17.5913 34.4896
Si 9.5424 7.9127 33.0677
Si 9.5092 11.8773 33.041
Si 9.628 15.6969 33.2101
Si 11.9867 4.1599 33.3476
Si 11.9729 7.9189 33.0743
Si 12.6356 13.7278 34.2719
Si 12.0408 15.7338 33.1702
Si 17.389 4.1156 33.0273
Si 17.3068 7.9933 33.0648
Si 17.2482 11.9437 33.2036
Si 19.5787 15.3021 28.4018
Si 4.9097 6.0514 34.3786
Si 4.8928 9.9036 34.3467
Si 4.9398 13.7576 34.3628
Si 4.9519 17.6336 34.4333
Si 8.9783 6.0806 34.438
Si 8.9594 9.8998 34.2756
Si 8.9917 13.755 34.3752
Si 9.59 4.1404 33.2907
Si 12.5973 6.1084 34.4698
Si 12.5635 9.8905 34.2992
Si 11.9357 11.7952 33.0113
Si 12.6347 17.5995 34.4863
Si 16.7123 6.0484 34.291
Si 16.6503 9.9309 34.2989
Si 16.7087 13.8657 34.4117
Si 16.7706 17.6856 34.4266
Si 33.8608 6.068 35.8615
Si 33.8387 9.9132 35.8252
Si 33.907 13.7878 35.889
Si 33.9212 17.6433 35.9485
Si 6.934 6.0772 35.6279
Si 6.9444 9.9064 35.5625
Si 6.962 13.7661 35.6121
Si 6.9739 17.6108 35.6662
Si 10.783 6.105 35.9414
Si 10.7634 9.9282 35.8092
Si 10.8416 13.7398 35.8263
Si 10.8275 17.6079 35.977
Si 14.6873 6.0819 35.5896
Si 14.6171 9.9182 35.5434
Si 14.6447 13.7896 35.5791
Si 14.7051 17.6339 35.6341
Si 33.8895 4.1828 37.2383
Si 33.8673 8.0035 37.1722
Si 33.8731 11.8339 37.1717
Si 33.9103 15.6952 37.2286
Si 6.9638 4.1605 37.0345
Si 6.9448 8.0101 37.0042
Si 6.9588 11.8256 36.9811
Si 6.9644 15.6755 37.0318
Si 10.8128 4.1709 37.2442
Si 10.7869 8.0446 37.2052
Si 10.8075 11.8336 37.1595
Si 10.829 15.6443 37.2097
Si 14.6684 4.1744 37.0146
Si 14.6636 8.0136 36.9776
Si 14.6474 11.8464 36.9595
Si 14.6657 15.6965 37.0068
Si 5.0884 4.1681 38.4878
Si 5.0609 8.0071 38.4491
Si 5.0745 11.8304 38.4385
Si 5.0971 15.6853 38.4919
Si 8.8386 4.1609 38.4881
Si 8.8227 8.0155 38.4658
Si 8.8407 11.8413 38.4358
Si 8.8541 15.6691 38.4661
Si 12.7947 4.1721 38.4779
Si 12.7779 8.0167 38.4407
Si 12.7765 11.8422 38.4315
Si 12.7936 15.6878 38.471
Si 16.5418 4.1676 38.4692
Si 16.5349 8.0127 38.4412
Si 16.5265 11.8567 38.4307
Si 16.5487 15.6986 38.4551
Si 30.7041 1.918 11.5951
Si 30.7498 5.7786 11.5607
Si 30.7296 9.6076 11.5931
Si 30.7704 13.4509 11.6094
Si 3.7947 1.9195 11.5787
Si 3.7948 5.7623 11.578
Si 3.8323 9.6348 11.5376
Si 3.803 13.5027 11.6361
Si 7.6004 1.9489 11.5044
Si 7.6403 5.7931 11.5089
Si 7.6533 9.6565 11.5087
Si 7.6381 13.5033 11.5445
Si 11.505 1.9576 11.4618
Si 11.5156 5.806 11.4745
Si 11.5453 9.6446 11.5123
Si 11.5153 13.4757 11.5273
Si 28.7676 1.9184 12.964
Si 28.7924 5.7835 12.8599
Si 28.7747 9.5858 12.9476
Si 28.7956 13.3976 12.8879
Si 1.8656 1.8919 12.9404
Si 1.8718 5.7329 12.9679
Si 1.9234 9.6038 12.9003
Si 1.8925 13.4991 13.0532
Si 5.7158 1.9383 12.9419
Si 5.7398 5.7856 12.9092
Si 5.7526 9.6774 12.9032
Si 5.7541 13.5249 12.983
Si 9.5634 1.9389 12.764
Si 9.5938 5.81 12.8052
Si 9.6037 9.663 12.8099
Si 9.5732 13.5275 12.8703
Si 28.7746 15.2894 14.2405
Si 28.7482 3.9262 14.2715
Si 28.7274 7.6396 14.2981
Si 28.7695 11.508 14.3133
Si 32.6243 15.4669 14.4483
Si 32.5852 3.7726 14.3314
Si 1.938 7.6934 14.2791
Si 1.9417 11.4804 14.3101
Si 5.7468 15.4473 14.3872
Si 5.6878 3.8677 14.2941
Si 5.7783 7.7415 14.2241
Si 5.7734 11.5838 14.3143
Si 9.5186 15.4843 14.1985
Si 9.5825 3.8467 14.0784
Si 9.6144 7.7446 14.1391
Si 9.6026 11.5769 14.1662
Si 30.5738 15.3668 15.7371
Si 30.6248 3.7357 15.6927
Si 30.8345 5.7168 16.9086
Si 30.7355 11.4438 15.5923
Si 3.8481 15.4974 15.8082
Si 4.0608 2.0882 17.163
Si 32.6198 9.2991 18.1753
Si 3.8764 11.5468 15.7143
Si 7.7072 15.5518 15.7333
Si 8.0255 5.8309 16.7555
Si 7.734 7.7701 15.5159
Si 7.7375 11.5871 15.6148
Si 11.5209 15.4948 15.3899
Si 11.3717 3.9804 15.5785
Si 11.2336 9.7095 16.8433
Si 11.5367 11.5936 15.5035
Si 29.7274 1.8664 16.9706
Si 30.7284 7.6334 15.5462
Si 30.661 9.5197 16.9399
Si 31.0276 13.339 16.92
Si 3.74 3.8744 15.6728
Si 3.9798 5.8008 16.9868
Si 3.9087 7.7094 15.6176
Si 3.449 13.4794 17.0154
Si 8.0069 2.1672 17.0387
Si 7.7282 3.8995 15.4697
Si 8.1332 9.6382 16.8996
Si 8.1282 13.5345 16.8865
Si 10.143 2.1892 18.2466
Si 10.4992 5.8091 16.9579
Si 11.3868 7.6643 15.6791
Si 11.7955 13.5888 19.6055
Si 29.8959 13.8529 19.6895
Si 13.9003 6.0291 18.7325
Si 6.1119 9.9045 19.2017
Si 30.4953 16.8797 19.1429
Si 2.7943 17.0972 19.1289
Si 32.7762 6.1463 18.2874
Si 3.8244 9.5892 17.0253
Si 4.0963 14.4644 19.728
Si 6.0839 2.9234 18.1985
Si 6.0472 5.373 18.1007
Si 5.0088 8.6775 21.5708
Si 6.8458 15.118 20.6798
Si 11.9227 1.9852 16.72
Si 11.1347 5.0379 19.0804
Si 13.5471 9.0393 18.6071
Si 11.2725 13.5866 16.6969
Si 9.8238 12.1678 27.9929
Si 12.1154 12.2325 26.0444
Si 31.8737 13.9166 24.3001
Si 30.9857 12.0436 22.1366
Si 7.8112 4.9032 22.2521
Si 31.5829 5.394 20.8891
Si 3.8323 14.1533 22.6931
Si 4.8262 3.0968 20.8853
Si 5.6299 5.8819 20.379
Si 4.9779 9.3329 24.5622
Si 6.6429 5.128 25.0275
Si 15.6434 16.8271 24.1273
Si 10.633 6.1203 22.0697
Si 10.03 11.4941 20.8089
Si 9.7408 16.0181 19.9277
Si 8.13 13.1014 25.6141
Si 10.2305 11.605 23.7928
Si 31.3575 15.2963 30.5718
Si 14.4129 2.7131 21.657
Si 10.9313 9.2645 22.342
Si 7.8636 18.1853 26.6651
Si 13.9601 9.5113 21.7437
Si 17.7921 17.9782 25.8499
Si 5.2147 12.3866 24.7906
Si 11.9449 3.8142 23.3279
Si 31.8672 8.7578 27.9458
Si 33.5283 12.9831 26.7243
Si 9.6042 4.5349 28.3982
Si 9.3347 17.6921 22.4722
Si 5.3286 16.8428 26.019
Si 5.5489 16.5637 22.9791
Si 13.2908 18.0145 25.8128
Si 7.2996 12.5164 19.6877
Si 11.7129 15.3284 26.3292
Si 9.1555 15.9592 24.9732
Si 3.6468 5.4615 26.0167
Si 13.8268 10.3184 27.5925
Si 16.1721 7.692 22.6056
Si 17.8177 9.993 21.2128
Si 12.2464 7.7026 28.0614
Si 33.5271 10.9284 28.7884
Si 32.7111 17.233 28.7509
Si 9.2405 7.5044 28.0774
Si 10.7613 14.7621 29.1409
Si 6.7914 7.6881 26.5572
Si 4.9281 6.1332 28.6188
Si 33.0977 8.0694 25.1695
Si 12.6341 4.6681 27.9188
Si 16.496 4.0398 30.8472
Si 15.9308 7.0592 30.4638
Si 16.4151 12.286 31.0668
Si 17.4145 15.8024 33.2055
Si 19.8056 4.1561 33.0045
Si 20.6469 7.9939 31.0182
Si 20.6734 11.1159 30.278
Si 20.9134 16.0386 31.0019
Si 24.0898 3.8173 31.2638
Si 23.6842 8.1079 31.0771
Si 23.6303 11.1581 30.3567
Si 24.0508 16.0832 31.1746
Si 28.8405 3.4888 30.6483
Si 28.5541 7.972 31.0652
Si 28.9673 10.9841 30.6057
Si 28.3072 15.879 31.073
Si 20.9695 3.8136 30.9331
Si 19.7153 7.9891 33.1469
Si 19.6569 11.872 33.1532
Si 19.8241 15.7279 33.0974
Si 24.4324 17.5834 34.5271
Si 24.9161 7.9102 33.0832
Si 24.9019 11.8765 33.0611
Si 25.0475 15.7033 33.2322
Si 27.4113 4.1499 33.3371
Si 27.3571 7.9145 33.0858
Si 28.0209 13.7127 34.3182
Si 27.4656 15.7364 33.2378
Si 32.6739 4.0877 33.1343
Si 32.6775 7.962 33.0482
Si 32.6238 11.9235 33.1848
Si 4.2186 15.2351 28.1368
Si 20.319 6.0516 34.3398
Si 20.2912 9.9301 34.3629
Si 20.3438 13.7949 34.3547
Si 20.3596 17.6561 34.3649
Si 24.3769 6.0747 34.458
Si 24.3485 9.8996 34.294
Si 24.3897 13.7612 34.3884
Si 25.0141 4.1273 33.339
Si 27.9825 6.1018 34.4774
Si 27.9484 9.8778 34.3258
Si 27.3269 11.7869 33.0491
Si 28.0226 17.6109 34.5349
Si 32.0595 6.0547 34.33
Si 32.0304 9.9079 34.2861
Si 32.0509 13.8049 34.4528
Si 32.0761 17.6637 34.5159
Si 18.5 6.0651 35.8318
Si 18.4589 9.9333 35.832
Si 18.5375 13.8235 35.8761
Si 18.5729 17.6645 35.9051
Si 22.3234 6.0766 35.6236
Si 22.3358 9.9167 35.5783
Si 22.3567 13.7784 35.613
Si 22.3583 17.6197 35.6495
Si 26.176 6.0986 35.9579
Si 26.1484 9.9203 35.8311
Si 26.2229 13.7326 35.856
Si 26.2182 17.6067 36.0177
Si 30.0521 6.083 35.6274
Si 30.0054 9.9026 35.5574
Si 30.0111 13.7536 35.6332
Si 30.0529 17.6277 35.7214
Si 18.5165 4.1888 37.2173
Si 18.4903 8.0038 37.1509
Si 18.4932 11.864 37.1599
Si 18.5343 15.7285 37.2105
Si 22.3474 4.1615 37.0318
Si 22.3321 8.01 37.0041
Si 22.3479 11.8394 36.9871
Si 22.3486 15.6897 37.0288
Si 26.1978 4.173 37.2727
Si 26.1753 8.037 37.2232
Si 26.1903 11.8243 37.1825
Si 26.2178 15.637 37.2379
Si 30.0394 4.1812 37.0634
Si 30.0427 8.011 37.0062
Si 30.0261 11.8151 36.9959
Si 30.0382 15.67 37.0515
Si 20.4751 4.1753 38.485
Si 20.4475 8.0125 38.4448
Si 20.4613 11.846 38.4377
Si 20.4831 15.7002 38.4889
Si 24.216 4.1625 38.498
Si 24.2057 8.0118 38.4734
Si 24.2222 11.8419 38.4506
Si 24.2333 15.6735 38.475
Si 28.1702 4.1711 38.5166
Si 28.1592 8.0124 38.4661
Si 28.1549 11.8244 38.4593
Si 28.172 15.6703 38.5092
Si 31.9225 4.1619 38.4992
Si 31.916 8.0059 38.4651
Si 31.9122 11.8341 38.4525
Si 31.9303 15.6763 38.4821
Si 15.3477 1.9612 11.5597
Si 15.3752 5.8023 11.5528
Si 15.37 9.6069 11.6025
Si 15.4273 13.4657 11.5848
Si 19.1821 1.905 11.6033
Si 19.1802 5.7599 11.5845
Si 19.2106 9.6317 11.5725
Si 19.1884 13.4816 11.6824
Si 23.0022 1.9039 11.5165
Si 23.0329 5.7723 11.4818
Si 23.0163 9.6409 11.5128
Si 23.026 13.4711 11.5679
Si 26.9186 1.9012 11.4988
Si 26.9067 5.7658 11.4647
Si 26.9233 9.6144 11.4855
Si 26.8863 13.4601 11.5191
Si 13.3884 2.0447 12.8611
Si 13.4217 5.8276 12.8528
Si 13.4246 9.5959 12.954
Si 13.4706 13.4316 12.8485
Si 17.2449 1.9117 12.9659
Si 17.2546 5.7454 12.9788
Si 17.3117 9.5926 12.958
Si 17.2712 13.4787 13.1045
Si 21.1208 1.8779 12.9517
Si 21.1466 5.799 12.8807
Si 21.1304 9.6732 12.939
Si 21.1537 13.4861 13.021
Si 24.9678 1.8864 12.7806
Si 24.9781 5.7491 12.7818
Si 24.9818 9.6324 12.7759
Si 24.9702 13.4888 12.8863
Si 13.4063 15.4252 14.045
Si 13.3567 3.9866 14.2704
Si 13.3764 7.6514 14.3315
Si 13.5064 11.5377 14.2743
Si 17.2396 15.4722 14.4689
Si 17.181 3.8036 14.3555
Si 17.317 7.6729 14.3409
Si 17.3365 11.4539 14.3976
Si 21.1766 15.3916 14.4394
Si 21.1151 3.8599 14.2051
Si 21.131 7.7282 14.244
Si 21.1828 11.5603 14.3907
Si 24.9387 15.4382 14.2258
Si 24.978 3.7988 14.0839
Si 24.9543 7.6987 14.0668
Si 25.0137 11.519 14.1546
Si 15.1077 15.5675 15.62
Si 15.2085 3.8067 15.7393
Si 15.4541 5.7275 17.0131
Si 15.3761 11.3059 15.7222
Si 19.2436 15.4482 15.8195
Si 19.5597 2.1283 16.9967
Si 17.3266 9.1916 18.331
Si 19.2797 11.5056 15.8025
Si 23.1672 15.4644 15.7901
Si 23.3656 5.7861 16.6908
Si 23.1052 7.7504 15.4861
Si 23.2027 11.5358 15.6304
Si 26.8454 15.3446 15.5797
Si 26.7774 3.8963 15.5827
Si 26.1973 9.5471 16.9046
Si 26.8193 11.4917 15.6668
Si 14.3695 1.9525 16.9962
Si 15.3464 7.6016 15.633
Si 15.3318 9.409 17.1005
Si 15.6386 13.0179 17.2366
Si 19.2005 3.9126 15.5593
Si 19.4064 5.7299 17.0476
Si 19.2884 7.6714 15.69
Si 18.8216 13.4552 17.0807
Si 23.4098 2.1256 17.0586
Si 23.0995 3.8378 15.4485
Si 23.7569 9.5715 16.8526
Si 23.8634 13.4434 16.8736
Si 25.4953 2.1739 18.349
Si 25.8279 5.7768 16.7891
Si 26.7123 7.6466 15.5957
Si 26.8422 13.5076 19.2246
Si 14.739 13.6822 19.9688
Si 28.9684 5.9868 19.2865
Si 21.7699 9.8548 19.1596
Si 14.9767 16.7437 19.2142
Si 17.9515 17.0927 19.5438
Si 17.4118 6.0335 18.3412
Si 19.3038 9.5376 17.133
Si 19.3937 14.4338 19.8455
Si 21.4984 2.8821 18.2309
Si 21.4861 5.3248 18.1708
Si 20.6174 8.6778 21.5953
Si 22.194 15.0712 20.7432
Si 27.2718 1.9276 16.7918
Si 26.347 4.9406 19.6355
Si 28.2665 9.0057 19.0245
Si 26.3118 13.4431 16.9023
Si 25.155 12.186 28.0231
Si 27.497 12.2135 26.1504
Si 16.4757 13.9094 24.3998
Si 15.866 11.9936 22.2903
Si 23.1875 4.7992 22.4533
Si 15.9533 5.339 20.8102
Si 19.1957 14.0541 22.762
Si 20.2325 3.0219 21.008
Si 21.1495 5.8162 20.4922
Si 20.3554 9.2411 24.6372
Si 22.0142 4.985 25.1182
Si 31.1013 16.8809 24.2126
Si 25.8422 6.0538 22.5294
Si 25.555 11.4075 20.9356
Si 24.9316 15.9205 19.9087
Si 23.5036 13.2066 25.6221
Si 25.6185 11.6543 23.8904
Si 15.9823 15.3117 30.5673
Si 30.1182 2.8867 21.7333
Si 26.2379 9.1999 22.67
Si 23.2196 18.1746 26.7924
Si 29.1205 9.5022 21.9781
Si 33.2179 2.7619 25.9083
Si 20.5679 12.3751 24.9137
Si 27.4749 3.7675 23.2527
Si 16.5015 8.8031 27.9455
Si 18.1291 13.1247 26.843
Si 24.9019 4.5379 28.5258
Si 24.8573 17.6489 22.4496
Si 20.7236 16.7361 26.1481
Si 21.0205 16.4345 23.0892
Si 28.6351 17.9242 25.8029
Si 22.9008 12.452 19.7163
Si 27.1477 15.2983 26.4986
Si 24.6112 16.0326 25.1363
Si 19.0653 5.2729 26.1546
Si 29.1775 10.2666 27.6491
Si 31.5051 7.8558 22.4996
Si 33.0296 10.1314 21.0297
Si 27.5444 7.7054 28.0992
Si 18.129 10.9934 28.8091
Si 17.241 17.2454 28.7041
Si 24.5693 7.5028 28.1188
Si 26.0513 14.7567 29.2622
Si 22.0748 7.5196 26.6536
Si 20.2299 6.0182 28.7939
Si 17.7385 7.8709 25.233
Si 27.9187 4.6345 27.9476
Si 30.7743 13.4754 0.6607
Si 30.7692 1.9504 0.6577
Si 30.762 5.7788 0.6447
Si 30.7698 9.6032 0.6476
Si 3.7848 13.4617 0.6453
Si 3.7766 1.9479 0.655
Si 3.7732 5.7909 0.6473
Si 3.7789 9.607 0.6463
Si 7.6969 13.4778 0.6477
Si 7.6936 1.957 0.6479
Si 7.6974 5.788 0.6384
Si 7.6981 9.6138 0.6412
Si 11.4764 13.4789 0.6465
Si 11.473 1.9522 0.6452
Si 11.4759 5.793 0.6303
Si 11.4767 9.6279 0.6364
Si 15.3878 13.486 0.6613
Si 15.3809 1.958 0.6549
Si 15.3725 5.7879 0.6377
Si 15.3818 9.6174 0.6453
Si 19.1686 13.4635 0.6549
Si 19.1571 1.9476 0.6656
Si 19.1544 5.7877 0.6556
Si 19.1619 9.6102 0.6556
Si 23.0801 13.4683 0.672
Si 23.0749 1.956 0.6759
Si 23.0769 5.7767 0.666
Si 23.0805 9.5953 0.6682
Si 26.8607 13.4643 0.6631
Si 26.8573 1.9457 0.6685
Si 26.8582 5.7793 0.6569
Si 26.861 9.6063 0.6574
Si 1.8956 13.4688 2.0407
Si 1.8876 1.9432 2.0445
Si 1.8816 5.7838 2.0368
Si 1.8878 9.6129 2.0367
Si 5.7384 13.4758 1.9773
Si 5.7354 1.9447 1.9802
Si 5.7362 5.7848 1.9729
Si 5.7378 9.6219 1.9745
Si 9.5863 13.4795 2.0407
Si 9.5842 1.95 2.0403
Si 9.588 5.7907 2.0329
Si 9.5877 9.6277 2.0346
Si 13.429 13.4807 1.9857
Si 13.4255 1.9476 1.9847
Si 13.4241 5.791 1.978
Si 13.4282 9.6272 1.9783
Si 17.2791 13.4746 2.0468
Si 17.2677 1.9479 2.0506
Si 17.2614 5.787 2.0393
Si 17.2699 9.6195 2.0411
Si 21.1193 13.4703 1.9914
Si 21.1135 1.9408 1.996
Si 21.1135 5.7773 1.9886
Si 21.1178 9.6142 1.99
Si 24.9719 13.4657 2.0585
Si 24.9681 1.9406 2.0616
Si 24.9695 5.7773 2.0562
Si 24.9726 9.6092 2.0555
Si 28.8184 13.4677 1.991
Si 28.8162 1.938 1.9939
Si 28.8142 5.7781 1.9895
Si 28.8183 9.6108 1.9872
Si 1.8913 15.3976 3.3861
Si 1.8885 3.863 3.394
Si 1.8864 7.7002 3.397
Si 1.8906 11.5414 3.385
Si 5.7331 15.4021 3.3456
Si 5.7328 3.8652 3.3518
Si 5.7336 7.7044 3.3502
Si 5.7354 11.5504 3.3446
Si 9.5847 15.4075 3.3904
Si 9.5848 3.8704 3.3948
Si 9.5857 7.7108 3.3946
Si 9.5843 11.5531 3.3902
Si 13.4295 15.4068 3.3535
Si 13.4274 3.8692 3.3557
Si 13.4294 7.7104 3.3557
Si 13.4307 11.5535 3.3507
Si 17.2738 15.4025 3.3922
Si 17.2703 3.8678 3.3994
Si 17.2702 7.7046 3.3985
Si 17.2738 11.5468 3.3901
Si 21.1159 15.3962 3.357
Si 21.1139 3.8591 3.3659
Si 21.1174 7.6966 3.3631
Si 21.1184 11.5441 3.3551
Si 24.9679 15.3943 3.4045
Si 24.9675 3.8573 3.4158
Si 24.9691 7.6954 3.4163
Si 24.9678 11.5381 3.4041
Si 28.8177 15.3942 3.3569
Si 28.8163 3.8569 3.3651
Si 28.8175 7.6961 3.3663
Si 28.8201 11.5399 3.3542
Si 30.7367 15.3918 4.7321
Si 30.735 3.8536 4.74
Si 30.7344 7.7003 4.7447
Si 30.7378 11.5426 4.7321
Si 3.8189 15.3996 4.7314
Si 3.8182 3.8609 4.7367
Si 3.8196 7.7042 4.7363
Si 3.8201 11.5503 4.7293
Si 7.6462 15.4045 4.7272
Si 7.6466 3.8651 4.7325
Si 7.6452 7.7134 4.7317
Si 7.6465 11.5559 4.7287
Si 11.5181 15.4067 4.7367
Si 11.5169 3.8674 4.7403
Si 11.5183 7.7154 4.7392
Si 11.5182 11.5579 4.7341
Si 15.3451 15.4019 4.7362
Si 15.3418 3.8639 4.7412
Si 15.3432 7.7114 4.742
Si 15.3462 11.5535 4.7338
Si 19.2014 15.3969 4.7377
Si 19.2002 3.8585 4.7442
Si 19.2031 7.7029 4.7407
Si 19.2033 11.5491 4.735
Si 23.0281 15.3913 4.7393
Si 23.0263 3.8512 4.7488
Si 23.0271 7.6977 4.7497
Si 23.0283 11.5432 4.7402
Si 26.9056 15.391 4.7409
Si 26.9049 3.8509 4.7505
Si 26.9062 7.6965 4.7518
Si 26.9069 11.5413 4.7377
Si 30.746 13.4668 6.0915
Si 30.7443 1.9248 6.0966
Si 30.7435 5.7743 6.1013
Si 30.7461 9.627 6.103
Si 3.8058 13.4748 6.0935
Si 3.8076 1.9335 6.0965
Si 3.8061 5.7824 6.0999
Si 3.8148 9.6313 6.096
Si 7.65 13.4815 6.0897
Si 7.6462 1.9379 6.093
Si 7.6446 5.7902 6.0909
Si 7.643 9.6379 6.0966
Si 11.518 13.4815 6.0989
Si 11.5162 1.9409 6.1018
Si 11.514 5.7924 6.0996
Si 11.5171 9.6406 6.1029
Si 15.3567 13.4766 6.0962
Si 15.3557 1.9361 6.1008
Si 15.3555 5.7873 6.1011
Si 15.3569 9.6373 6.1033
Si 19.1903 13.4721 6.0988
Si 19.1952 1.9295 6.1007
Si 19.1968 5.7816 6.1018
Si 19.2017 9.6296 6.0984
Si 23.0291 13.4678 6.1012
Si 23.0262 1.9219 6.1067
Si 23.0298 5.7726 6.1095
Si 23.0239 9.6255 6.1082
Si 26.9026 13.4647 6.0994
Si 26.9018 1.9219 6.1073
Si 26.9001 5.7722 6.1116
Si 26.9051 9.6253 6.107
Si 1.8855 13.4722 7.4714
Si 1.8874 1.9246 7.471
Si 1.8865 5.7747 7.4745
Si 1.8975 9.6309 7.4689
Si 5.725 13.48 7.4513
Si 5.7228 1.9352 7.46
Si 5.7237 5.7865 7.4567
Si 5.7232 9.6409 7.4706
Si 9.5811 13.4866 7.446
Si 9.5777 1.9389 7.4459
Si 9.5742 5.7991 7.4414
Si 9.5759 9.6446 7.4448
Si 13.4455 13.4756 7.4618
Si 13.4421 1.9356 7.4663
Si 13.4397 5.7926 7.4594
Si 13.4429 9.647 7.4687
Si 17.2725 13.4747 7.4749
Si 17.2786 1.9304 7.4715
Si 17.2802 5.7846 7.4693
Si 17.286 9.6364 7.4666
Si 21.1034 13.4688 7.4644
Si 21.103 1.9157 7.475
Si 21.1067 5.7729 7.4709
Si 21.1035 9.6323 7.4819
Si 24.9656 13.4667 7.4475
Si 24.9622 1.9157 7.4511
Si 24.9624 5.7681 7.4583
Si 24.9627 9.6278 7.446
Si 28.8321 13.4601 7.4546
Si 28.8312 1.9159 7.4636
Si 28.8294 5.7688 7.4628
Si 28.8316 9.6293 7.4688
Si 1.88 15.3913 8.8487
Si 1.8817 3.8455 8.8404
Si 1.8928 7.7063 8.8326
Si 1.8944 11.5512 8.8445
Si 5.7112 15.3956 8.817
Si 5.7085 3.8623 8.8135
Si 5.7189 7.7075 8.8165
Si 5.7174 11.573 8.8283
Si 9.5797 15.4053 8.8164
Si 9.5648 3.8718 8.7919
Si 9.5748 7.7241 8.8046
Si 9.5787 11.5664 8.81
Si 13.4586 15.3927 8.8229
Si 13.4502 3.8678 8.813
Si 13.452 7.7184 8.8152
Si 13.4597 11.5666 8.8403
Si 17.2795 15.396 8.8471
Si 17.288 3.8573 8.8312
Si 17.2886 7.7139 8.8296
Si 17.2882 11.5521 8.8461
Si 21.0901 15.3768 8.8401
Si 21.0945 3.843 8.8238
Si 21.1002 7.6975 8.8261
Si 21.093 11.5632 8.8434
Si 24.9614 15.3815 8.8188
Si 24.9601 3.8352 8.812
Si 24.9623 7.7051 8.8011
Si 24.9581 11.5474 8.8125
Si 28.8412 15.3734 8.8181
Si 28.8365 3.8412 8.8154
Si 28.8402 7.6961 8.8105
Si 28.8414 11.5529 8.8324
Si 30.7347 15.3765 10.2285
Si 30.7364 3.8387 10.2137
Si 30.7469 7.7018 10.2
Si 30.7552 11.5383 10.2247
Si 3.8048 15.3891 10.2127
Si 3.8024 3.8455 10.2063
Si 3.8111 7.6914 10.2019
Si 3.8103 11.5861 10.2236
Si 7.6344 15.4079 10.1622
Si 7.634 3.8717 10.1516
Si 7.6426 7.7222 10.1619
Si 7.6478 11.5839 10.1696
Si 11.5278 15.3945 10.1551
Si 11.5024 3.8811 10.1243
Si 11.5168 7.7318 10.1418
Si 11.514 11.5652 10.1597
Si 15.3662 15.3986 10.2198
Si 15.3706 3.8742 10.1897
Si 15.3716 7.7183 10.1915
Si 15.3824 11.5383 10.2271
Si 19.1837 15.3704 10.2433
Si 19.1944 3.8339 10.2228
Si 19.1949 7.6943 10.2176
Si 19.1891 11.5778 10.2482
Si 23.0223 15.3709 10.1727
Si 23.0201 3.8322 10.1591
Si 23.0319 7.7119 10.1567
Si 23.0264 11.5661 10.1754
Si 26.9112 15.3711 10.1502
Si 26.9045 3.8279 10.1449
Si 26.9047 7.6959 10.1323
Si 26.897 11.5466 10.1532
O 32.1982 7.8785 31.4693
O 32.1578 16.0369 31.7618
O 7.2317 4.2041 31.0405
O 4.6993 4.133 31.558
O 6.855 7.4177 31.1229
O 4.764 11.8391 31.5636
O 6.7802 11.6329 29.9239
O 4.6324 15.821 31.6408
O 7.1754 15.6745 31.0932
O 8.9226 12.0711 31.4973
O 12.5692 4.2547 31.8287
O 13.2177 4.5153 29.4045
O 14.431 6.9503 31.085
O 12.3373 11.6409 31.4069
O 30.2594 11.8631 30.9433
O 14.4442 15.329 31.0329
O 32.003 2.0914 19.0739
O 29.4255 5.6795 17.7772
O 29.329 9.4377 17.8936
O 30.2228 13.06 18.3142
O 32.6137 13.4338 17.3046
O 32.7784 10.3247 19.4441
O 5.4849 15.3136 19.8064
O 4.1635 13.4269 18.4892
O 4.8058 9.4625 18.3614
O 7.3746 9.4493 18.3206
O 7.4101 13.3956 18.3354
O 9.7259 13.5738 17.2447
O 12.7641 4.8776 18.9626
O 12.2053 9.8252 18.1517
O 6.0891 11.4963 19.4248
O 12.1902 13.7071 18.0389
O 28.2892 14.0464 19.7273
O 32.7506 18.4548 29.8208
O 31.8803 5.4858 30.3228
O 33.2486 9.3584 28.5466
O 32.7028 11.3182 30.1055
O 3.9999 12.5665 25.8156
O 31.9294 13.7924 30.4622
O 31.6031 16.1418 29.2148
O 34.1568 16.5191 28.6651
O 16.9126 17.6153 27.1646
O 4.5166 7.0011 29.9276
O 5.241 2.6334 22.3697
O 4.3129 11.2939 29.0047
O 5.3248 9.4689 30.4955
O 5.7556 17.6181 30.0405
O 9.6447 4.6401 30.0152
O 5.1148 4.955 25.5399
O 9.0633 7.6786 29.671
O 8.1271 9.6933 30.9881
O 9.1681 11.0686 28.9823
O 8.9706 17.64 30.7997
O 9.4557 15.2923 29.8966
O 13.5274 3.6514 27.0385
O 12.3417 7.7536 29.6824
O 8.6734 12.9099 27.1288
O 13.3441 11.0221 28.9815
O 12.9047 17.4354 30.4277
O 12.0966 14.9975 29.9984
O 10.9337 11.5898 26.9733
O 29.6668 2.2669 20.3078
O 13.1364 7.4551 18.544
O 30.2374 6.01 20.2513
O 3.787 9.7372 21.37
O 13.9184 9.415 20.1297
O 30.5684 15.3178 19.5852
O 30.4656 13.0394 20.9612
O 3.4253 2.4626 20.4173
O 8.1378 8.317 27.2084
O 32.6953 5.33 19.7106
O 32.6793 7.7372 18.7042
O 2.8964 15.4985 19.4135
O 3.831 13.7111 21.1332
O 5.9975 2.6589 19.837
O 6.988 13.5197 20.9113
O 8.155 15.6386 19.8978
O 9.9871 16.8587 21.2751
O 10.3776 3.5939 19.1107
O 8.5378 3.3942 27.9992
O 10.7959 5.7783 20.4863
O 9.1756 5.6795 22.5918
O 11.1842 12.1305 19.8917
O 9.6932 9.7389 17.3699
O 10.6963 14.7073 19.9998
O 31.0455 15.2908 24.4449
O 17.1197 17.3654 24.5181
O 31.9584 6.3586 22.1206
O 15.3792 3.9487 21.3323
O 10.6015 13.1837 28.9591
O 4.9431 13.3067 23.4941
O 6.5733 12.7533 25.5509
O 14.7597 10.8465 22.1282
O 33.9752 14.0134 27.8967
O 9.0951 5.9247 27.7625
O 5.9554 16.6689 24.5375
O 4.6592 4.6901 20.8983
O 33.994 6.7297 25.1265
O 3.407 9.2628 24.9857
O 10.8758 15.4748 27.703
O 6.7256 5.039 23.4314
O 8.8161 16.6361 23.5638
O 5.3299 10.8681 24.2878
O 7.6228 3.9772 25.5926
O 11.7783 5.3829 22.9567
O 13.9286 17.3482 20.3014
O 12.4938 9.6363 22.366
O 10.2706 9.9077 21.0051
O 33.156 14.0354 23.3418
O 10.1024 12.1981 22.2804
O 8.2587 14.6427 25.1712
O 8.9641 12.1141 24.6431
O 19.2802 17.3868 25.9314
O 8.8608 17.0591 26.1104
O 7.1267 5.6414 20.9874
O 15.4103 9.9726 27.6434
O 8.63 11.699 20.0511
O 6.7041 15.8387 22.1113
O 3.7007 5.8486 27.5996
O 15.261 17.0855 22.5859
O 13.8366 9.4757 31.0294
O 14.6548 8.2017 22.3916
O 10.2426 9.98 23.6326
O 32.974 11.6906 27.4896
O 6.42 17.539 26.9821
O 10.7086 15.5049 25.0711
O 20.51 15.4222 27.0716
O 32.1659 8.8574 21.448
O 13.1047 8.8836 27.3881
O 32.0133 8.1462 23.9897
O 17.1277 8.6735 21.7881
O 14.6605 17.6981 25.0515
O 8.1698 3.3329 21.9948
O 11.0841 4.1932 27.8482
O 17.9317 4.1932 25.7928
O 32.2348 8.1094 26.5255
O 10.7504 7.6893 22.323
O 4.1927 15.7189 22.8089
O 10.7124 7.9805 27.651
O 12.7342 6.2429 27.5281
O 20.44 15.0844 29.7591
O 31.2913 7.6573 28.9775
O 22.6283 5.594 21.1579
O 10.5081 3.1626 23.1198
O 7.2013 6.5664 25.4794
O 16.8408 7.9337 31.481
O 16.8784 16.0726 31.6726
O 22.5064 4.158 31.3313
O 22.1908 7.4392 31.1126
O 20.1296 11.888 31.583
O 22.15 11.6835 29.9673
O 22.4787 15.704 31.2833
O 24.322 12.0665 31.514
O 28.027 4.2176 31.8247
O 30.4071 3.3601 30.996
O 29.7906 6.9115 31.0319
O 27.7492 11.6275 31.4543
O 14.8578 11.8787 30.995
O 29.7911 15.2512 30.934
O 14.858 14.2937 16.627
O 16.3893 17.3892 19.6628
O 15.0264 12.6856 18.7103
O 17.2132 13.3997 17.3763
O 18.3574 2.3054 18.1082
O 17.374 10.1498 19.6604
O 20.7689 15.2691 20.0067
O 19.5174 13.4549 18.5655
O 20.4905 9.3767 18.2868
O 23.1118 9.4215 18.361
O 23.3268 13.2956 18.4127
O 27.9594 4.8201 19.7761
O 26.0971 5.9325 18.392
O 26.8237 9.4575 18.4354
O 21.6977 11.465 19.2958
O 13.1843 13.7161 20.418
O 17.2151 18.5219 29.7018
O 16.5011 5.5641 30.2849
O 17.8779 9.429 28.5279
O 17.2931 11.3222 30.1348
O 19.3839 12.7429 25.9277
O 16.5194 13.7967 30.4751
O 16.1726 16.1226 29.1841
O 18.7373 16.6461 28.714
O 32.3923 17.7486 27.249
O 19.814 7.0899 29.9429
O 20.7461 2.5017 22.4482
O 19.6865 11.3714 29.0253
O 20.6831 9.522 30.5009
O 20.8004 17.6163 30.5847
O 24.8541 4.7036 30.1358
O 20.532 4.7327 25.7222
O 24.4197 7.6875 29.7112
O 23.4726 9.7069 31.0162
O 24.4788 11.071 28.9788
O 24.2615 17.6519 30.8402
O 24.6926 15.2918 29.9266
O 28.7192 3.7161 26.8968
O 28.6524 4.4153 29.3588
O 27.6669 7.7811 29.7184
O 24.0562 12.9796 27.132
O 28.6559 10.9673 29.0226
O 28.2618 17.3791 30.438
O 27.3224 14.9427 30.2177
O 26.2895 11.5821 27.0493
O 28.2535 7.4216 19.3156
O 14.7553 6.1676 20.0997
O 19.4014 9.7207 21.3328
O 28.688 9.6731 20.426
O 15.1375 15.1543 19.4493
O 15.6252 13.1907 21.2224
O 18.758 2.4313 20.7287
O 17.1542 5.1615 19.7181
O 17.3825 7.6155 18.8174
O 18.2116 15.4987 19.5772
O 19.1114 13.6141 21.2055
O 21.2748 2.5573 19.8442
O 22.4533 13.4793 20.8751
O 23.3216 15.7198 19.7927
O 25.1475 16.4863 21.3942
O 25.6476 3.5212 19.3117
O 23.8079 3.4232 28.1436
O 27.0948 5.3496 23.2917
O 24.4347 5.562 23.1451
O 26.6237 12.0451 19.902
O 25.703 14.5012 19.8237
O 15.5475 15.23 24.3632
O 32.5553 17.4608 24.6105
O 16.4096 6.1893 22.0905
O 31.3086 3.9402 21.4919
O 25.8973 13.1859 29.0299
O 20.2592 13.1062 23.5078
O 21.9472 12.861 25.5605
O 29.9988 10.7942 22.3271
O 15.7222 12.6086 23.7904
O 24.4907 5.919 27.8127
O 21.3736 16.4988 24.6727
O 20.1582 4.6289 21.0042
O 18.712 6.5884 25.3052
O 18.7447 9.0801 24.8307
O 26.3146 15.5017 27.8636
O 21.9804 4.8187 23.5222
O 24.4581 16.935 23.8254
O 20.6755 10.8052 24.6353
O 23.1064 3.9206 25.6518
O 28.2353 16.4859 26.4235
O 28.8555 3.577 22.4524
O 27.8084 9.4662 22.8991
O 25.8164 9.8359 21.2316
O 17.7554 14.0562 23.4419
O 25.6582 12.189 22.3576
O 23.6606 14.737 25.15
O 24.3316 12.2419 24.6367
O 3.9806 17.6973 25.9637
O 24.2112 16.9865 26.371
O 11.6153 12.0702 24.5089
O 24.0998 11.5474 20.2757
O 22.2003 15.7138 22.2318
O 19.0559 5.6167 27.7485
O 30.7395 17.1127 22.6611
O 29.2442 9.4523 31.0596
O 29.9179 8.1351 22.3433
O 27.0026 12.0897 24.6153
O 20.4056 7.1669 21.0311
O 17.5663 11.7965 27.5393
O 21.7184 17.6439 27.0359
O 26.1319 15.4983 25.2594
O 20.6507 4.6664 29.5838
O 4.9367 15.4328 26.6938
O 27.5756 3.0697 24.7014
O 28.4591 8.8343 27.4095
O 16.5677 7.7209 24.153
O 13.4438 11.3591 26.3996
O 30.069 17.711 25.1239
O 32.4767 11.46 21.7865
O 26.3832 4.1206 28.0349
O 33.2685 4.3643 25.7783
O 16.9308 8.0376 26.6094
O 25.9237 7.6395 22.7031
O 19.6733 15.5877 22.8728
O 26.0202 8.0385 27.6806
O 23.395 8.2334 27.2743
O 27.9626 6.2173 27.5948
O 21.1033 8.5801 25.9199
O 25.4727 10.03 23.834
O 21.827 9.2359 20.6595
O 15.8741 7.7766 29.0215
O 25.7866 5.6333 20.9664
O 26.2464 3.0679 22.5015
O 22.507 6.4616 25.5198
O 5.2799 8.5431 23.1652
O 5.3683 15.0629 29.2617
O 23.6711 3.2983 22.0478
O 12.3697 13.8309 26.3003
O 30.7582 9.9333 27.7502
O 14.9842 3.4865 31.0564
O 28.8153 11.3162 26.4619
O 32.3343 13.5367 25.7969
O 18.5496 14.1123 28.0551
O 27.7733 13.7941 26.4629
O 4.8275 7.1942 20.9325
O 12.7487 16.5631 26.2825
O 6.0159 6.9968 27.7964
O 17.3265 11.3056 22.0339
O 6.2326 9.2616 20.6809
O 20.8626 8.627 23.2055
O 16.9475 13.7347 25.9318
O 21.3861 6.7226 27.8954
O 5.5132 4.7022 29.1083
O 12.3127 3.4848 24.8551
O 5.8846 8.7785 25.7883
O 13.0689 3.1867 22.3799
O 30.9665 12.8012 23.5678

Results
total energy: -215547.443 eV
total energy less fixed offsets of O -438.35, Si -107.03 eV per atom: -8.163 eV

Forces (eV/angstrom), in the order of the atoms: element, x, y, z
Si 0.2181 -0.0066 0.6159
Si 0.0392 0.0781 0.18
Si 0.1767 0.0066 0.657
Si 0.1895 -0.1763 0.6376
Si -0.1688 0.026 0.6774
Si -0.292 -0.0671 0.6051
Si -0.0168 0.01 0.2103
Si -0.0381 0.0923 0.1556
Si 0.2913 0.131 0.6729
Si 0.3433 -0.2546 0.46
Si 0.116 0.1169 0.0939
Si 0.2682 -0.1278 0.6959
Si -0.0427 -0.0579 0.0446
Si -0.4217 -0.097 0.4213
Si -0.1115 -0.0914 0.014
Si -0.1923 0.139 0.6364
Si -0.0969 -0.0068 0.1587
Si -0.0179 -0.0226 0.04
Si -0.2141 -0.0322 0.6795
Si -0.1557 -0.0261 0.7641
Si 0.0048 0.0152 -0.0054
Si -0.0091 0.0032 0.0482
Si 0.2592 -0.0753 0.5648
Si 0.0154 0.0405 0.0223
Si -0.2448 -0.1185 0.6116
Si -0.0153 0.0397 0.0558
Si 0.0092 -0.0315 -0.0664
Si -0.0174 0.0134 0.0047
Si 0.025 -0.0001 0.0255
Si 0.1835 0.015 0.5824
Si 0.0233 0.0079 0.0461
Si 0.0559 0.0141 0.032
Si 0.0385 -0.0066 -0.0725
Si 0.0161 -0.0001 -0.1018
Si 0.0145 0.0061 -0.1018
Si 0.0237 -0.0475 -0.0953
Si -0.0122 -0.0097 -0.0569
Si -0.0146 -0.0142 -0.0821
Si -0.0258 -0.043 -0.0462
Si 0.0392 -0.0024 0.0165
Si -0.0264 -0.0013 -0.0785
Si 0.0141 -0.0127 -0.0917
Si -0.1519 0.0461 0.5945
Si 0.0132 0.0281 -0.0525
Si -0.0269 0.0107 -0.0938
Si -0.0267 0.0097 -0.0676
Si -0.0068 0.015 -0.0651
Si -0.0442 -0.0027 -0.0561
Si -0.0017 -0.022 -0.0494
Si -0.0175 0.01 -0.0534
Si -0.0123 0.01 -0.0329
Si -0.0122 0.0038 -0.0249
Si -0.0145 -0.0007 0.0413
Si 0.0024 0.0059 0.0292
Si -0.0125 0.0115 0.0226
Si -0.0085 0.0076 0.0431
Si -0.0221 -0.0284 -0.0408
Si 0.0025 0.0287 -0.0161
Si 0.0137 -0.0271 -0.0399
Si -0.0151 0.0084 -0.0741
Si 0.0263 -0.0094 0.0261
Si -0.011 -0.0018 0.0257
Si -0.0142 0.0357 0.0259
Si 0.0041 -0.0001 0.0382
Si 0.009 -0.0081 0.0346
Si -0.0006 -0.0014 0.0176
Si -0.0033 0.0137 0.0102
Si 0.0232 0.0041 0.0598
Si 0.0205 -0.0048 0.0011
Si -0.0054 -0.0023 -0.0236
Si 0.0142 0.0149 -0.009
Si -0.0104 -0.0002 -0.0069
Si -0.0012 0.0034 0.0488
Si -0.0131 0.0189 0.0015
Si 0.0006 -0.0135 0.0283
Si 0.0075 -0.0077 -0.0057
Si -0.018 -0.0049 -0.0108
Si 0.0047 0.0098 -0.0154
Si 0.0043 -0.0063 -0.0165
Si 0.0096 -0.0131 -0.0041
Si 0.0159 -0.0014 0.0246
Si 0.0417 -0.0043 0.0257
Si 0.022 0.0088 0.0148
Si 0.0029 0.0061 0.0152
Si -0.0305 -0.0024 0.0195
Si -0.0367 0.0102 0.0311
Si -0.0243 -0.0114 0.0375
Si -0.0433 0.0057 0.0255
Si 0.0084 -0.0136 0.0159
Si 0.043 0.0017 0.022
Si 0.0251 0.0009 0.0279
Si 0.0334 0.0149 0.0166
Si -0.026 0.0008 0.0285
Si -0.0211 0.0005 0.0265
Si -0.0306 -0.0062 0.0172
Si -0.0236 -0.0004 0.0217
Si 0.0194 0.0035 -0.0094
Si 0.0149 0.0159 -0.0222
Si -0.0042 0.0028 -0.0046
Si 0.0028 0.01 -0.0125
Si 0 -0.0067 -0.0334
Si -0.0038 0.0155 -0.0043
Si 0.0034 -0.0038 -0.0109
Si 0.0087 -0.0094 -0.0096
Si -0.0042 0.0077 -0.0259
Si -0.0099 -0.0155 -0.0349
Si -0.0151 -0.0173 -0.0198
Si -0.0164 0.0115 -0.0301
Si 0.0233 0.0082 -0.0126
Si -0.0051 -0.023 -0.0233
Si 0.0166 0.0006 -0.0178
Si -0.0137 0.0035 -0.0138
Si -0.0203 0.0063 0.0905
Si -0.0024 0.0255 0.0142
Si -0.0117 -0.0007 0.0103
Si -0.0298 -0.0308 -0.0079
Si -0.005 -0.0028 0.0011
Si 0.0038 -0.0006 0.0184
Si -0.0197 -0.0098 0.0121
Si -0.0081 -0.0184 0.0433
Si 0.0147 -0.0078 0.0444
Si 0.0282 -0.0178 0.0123
Si 0.0002 0.0067 0.0082
Si 0.0434 0.0212 -0.0035
Si -0.046 -0.0287 0.0161
Si 0.0123 0.0059 0.0394
Si -0.0051 0.0425 0.0177
Si -0.0107 -0.0248 0.0232
Si -0.0335 0.0234 -0.0102
Si -0.001 -0.033 -0.0447
Si 0.0179 0.0093 -0.0344
Si -0.0045 0.0145 -0.0397
Si 0.0065 -0.0091 0.0077
Si -0.0246 0.0356 -0.0325
Si 0.0109 -0.0059 -0.0416
Si 0.0068 0.0214 -0.0324
Si -0.0228 -0.0204 -0.0366
Si -0.0473 -0.0093 -0.0278
Si -0.0084 -0.0142 -0.0433
Si -0.0045 -0.0097 -0.0234
Si 0.0202 -0.0238 -0.0575
Si 0.023 0.025 -0.0157
Si -0.0184 -0.0125 -0.0776
Si -0.0022 -0.006 -0.0596
Si 0.0698 -0.0134 0.0505
Si -0.005 -0.0446 0.0168
Si 0.6028 -0.0009 -0.254
Si -0.0073 0.0276 0.0106
Si -0.0438 -0.0512 0.0225
Si 0.025 -0.0573 0.0154
Si -0.1249 0.1554 -0.7313
Si -0.0048 0.033 0.0168
Si 0.0032 -0.023 0.0875
Si 0.0215 -0.0713 0.0539
Si 0.0028 0.0521 0.0403
Si 0.0254 0.0306 0.0408
Si -0.0481 -0.0548 0.0133
Si 0.0059 -0.0109 -0.0063
Si 0.2437 -0.1305 -0.7583
Si -0.0571 -0.0076 0.0321
Si -0.0135 0.0196 -0.0084
Si -0.006 0.0129 -0.0019
Si 0.5437 0.0102 -0.2068
Si -0.2916 0.139 -0.6651
Si 0.0041 0.0383 -0.0109
Si -0.0407 0.0367 0.0234
Si -0.0224 0.0287 -0.004
Si 0.34 0.0908 -0.7101
Si 0.0475 -0.0639 -0.047
Si 0.0092 0.0611 -0.0285
Si -0.3164 0.0565 -0.8543
Si -0.2562 0.06 -0.7528
Si -0.0616 -0.4249 -0.2601
Si -0.0279 0.0179 0.0009
Si 0.0774 -0.0095 0.099
Si 0.0241 0.06 -0.1047
Si 0.0375 -0.0331 -0.0206
Si 0.2823 -0.1984 -0.5398
Si -0.103 -0.0328 -0.1451
Si -0.3344 0.0612 -0.5731
Si 0.3767 0.2028 -0.5929
Si 0.0438 -0.1957 -0.668
Si -0.3404 0.0467 -0.3898
Si 0.0026 0.0653 -0.0504
Si 0.0527 0.1104 -0.4711
Si 0.0256 0.026 -0.0156
Si -0.0932 0.0146 -0.0113
Si -0.0299 0.0132 -0.0524
Si 0.064 0.0716 0.0339
Si -0.2755 0.3571 -0.5584
Si 0.4612 0.1489 -0.3714
Si 0.2082 -0.0222 -0.7688
Si -0.0163 -0.0402 -0.0364
Si -0.0318 0.027 0.0606
Si 0.0563 0.0129 -0.0282
Si 0.0472 0.0091 -0.2244
Si 0.1195 -0.0206 -0.0341
Si 0.0325 -0.0002 -0.1587
Si 0.0333 -0.0169 -0.0396
Si 0.0991 -0.0797 -0.2157
Si 0.1467 0.0901 -0.6017
Si -0.018 -0.1623 -0.0107
Si -0.0702 -0.0083 0.0885
Si -0.0087 0.004 0.005
Si 0.0239 -0.2124 -0.2242
Si -0.0413 0.0461 0.0815
Si 0.1388 0.1632 -0.483
Si 0.2106 -0.0394 -0.0102
Si 0.0345 -0.0144 -0.0249
Si 0.0287 0.0741 0.135
Si -0.0533 0.0345 -0.0214
Si -0.0422 -0.0407 -0.0165
Si 0.0091 0.0877 -0.0495
Si -0.0092 -0.095 -0.1347
Si -0.0562 -0.0323 0.0492
Si -0.0637 0.0424 -0.0397
Si 0.0792 0.0558 -0.009
Si -0.0662 0.0216 0.0952
Si 0.0173 0.12 -0.0051
Si 0.0748 0.0394 0.0212
Si -0.0256 0.1122 -0.0368
Si 0.0262 -0.0182 -0.0824
Si -0.0395 -0.0351 -0.0367
Si -0.1655 -0.0499 -0.0283
Si 0.1176 -0.0418 -0.0212
Si 0.0636 -0.0596 -0.0002
Si 0.131 0.0322 0.0014
Si 0.1013 0.0217 0.0758
Si -0.0107 -0.052 0.1178
Si -0.0641 0.0609 -0.071
Si -0.0306 0.0816 -0.0727
Si 0.0829 -0.0494 0.1258
Si 0.1208 -0.0014 0.0811
Si -0.0439 0.0693 0.0927
Si -0.0098 -0.0412 0.0841
Si 0.0458 0.1619 0.0908
Si -0.052 -0.0316 -0.0132
Si -0.001 0.0305 0.0821
Si -0.0023 -0.0042 0.0703
Si -0.1097 0.0533 0.0328
Si 0.1986 -0.0442 0.5933
Si 0.0503 0.0757 0.1554
Si 0.1876 0.0131 0.6488
Si 0.2111 -0.1849 0.6023
Si 0.0209 -0.0153 -0.0071
Si -0.2741 -0.0353 0.602
Si -0.0164 -0.0073 0.1552
Si -0.3561 -0.0595 0.6081
Si 0.2702 0.1078 0.6502
Si 0.3028 -0.2519 0.4778
Si 0.1139 0.097 0.098
Si 0.2642 -0.1482 0.672
Si -0.1001 -0.0272 0.0884
Si -0.4062 -0.0938 0.4424
Si -0.1136 -0.0935 0.0574
Si -0.1429 0.1695 0.6453
Si -0.4296 0.1331 0.6065
Si -0.0386 -0.0295 0.0379
Si -0.2091 -0.0076 0.6498
Si 0.0196 -0.0011 -0.0157
Si -0.0159 0.0109 -0.0133
Si -0.0028 0.0064 0.046
Si 0.2613 -0.0747 0.5651
Si 0.0015 0.0378 0.0268
Si -0.2506 -0.1018 0.6146
Si -0.0349 0.0405 0.0763
Si 0.0115 -0.0241 -0.0708
Si -0.0208 0.0046 0.0245
Si -0.0044 0.0095 0.009
Si 0.1766 0.0174 0.5958
Si 0.0371 0.0105 0.0383
Si -0.0498 0.0137 0.0276
Si 0.0451 0.0312 -0.0505
Si 0.0147 -0.0021 -0.0829
Si 0.0234 0.0028 -0.0792
Si 0.0161 -0.0298 -0.0406
Si -0.0176 -0.0143 -0.0593
Si -0.0174 -0.0168 -0.0821
Si -0.0251 -0.0393 -0.0537
Si 0.0495 0.0071 0.0305
Si -0.0238 -0.0049 -0.0913
Si 0.0069 -0.0102 -0.1017
Si -0.1625 0.0569 0.6098
Si 0.0149 0.0318 -0.0586
Si -0.0219 0.0038 -0.0701
Si -0.0203 0.0092 -0.07
Si -0.0186 0.0241 -0.0535
Si -0.0217 -0.0062 -0.054
Si 0.0164 0.0067 -0.049
Si -0.0206 0.0073 -0.0381
Si 0.006 -0.0097 -0.0261
Si 0.0209 -0.0126 -0.0569
Si -0.0038 -0.0029 0.0368
Si 0.0178 0.0019 0.0288
Si -0.0079 0.0157 0.0349
Si -0.0101 0.0045 0.0345
Si -0.0172 -0.025 -0.0331
Si -0.0036 0.0302 -0.0133
Si 0.0088 -0.0287 -0.0321
Si -0.0003 0.0092 -0.052
Si 0.0187 0.007 0.0238
Si -0.0048 -0.0013 0.0276
Si -0.0155 0.0384 0.0256
Si -0.0247 -0.0051 0.0391
Si 0.0036 0.0002 0.005
Si -0.0005 0.0125 0.015
Si -0.0144 0.0006 0.0121
Si 0.0132 -0.014 0.0254
Si 0.0252 0.0029 -0.0061
Si -0.0115 0.0049 -0.0191
Si 0.0104 0.0056 -0.0043
Si -0.0066 -0.009 -0.0134
Si -0.0087 0.0007 0.0396
Si -0.0079 0.0197 -0.002
Si 0.0051 -0.0131 0.0236
Si 0.0044 -0.0076 -0.0098
Si -0.0187 -0.0081 -0.008
Si -0.0035 0.0047 -0.0168
Si -0.0094 -0.0049 -0.0164
Si 0.008 -0.0131 0.002
Si 0.0294 0.0036 0.0361
Si 0.0394 -0.0042 0.0243
Si 0.0187 0.0031 0.0138
Si 0.022 0.0069 0.0217
Si -0.0321 -0.0045 0.0153
Si -0.0393 0.0026 0.0269
Si -0.0242 -0.0059 0.0317
Si -0.0417 0.0091 0.0176
Si 0.0119 -0.0064 0.0184
Si 0.0446 0.0092 0.0271
Si 0.0269 -0.0056 0.0334
Si 0.0379 0.0059 0.0167
Si -0.0235 0.0005 0.0295
Si -0.0225 -0.0023 0.0273
Si -0.0368 0.0008 0.0182
Si -0.0183 0.0027 0.0185
Si 0.0244 0.0192 -0.0145
Si 0.0057 0.0043 -0.0319
Si -0.0066 -0.0052 -0.0132
Si 0.0256 0.0094 -0.0139
Si -0.0019 -0.0201 -0.0331
Si -0.0087 -0.0024 0.0006
Si -0.0007 0.0036 -0.0138
Si -0.0017 0.0019 -0.0069
Si -0.0168 0.0098 -0.0184
Si 0.0104 0.0124 -0.0387
Si -0.0054 -0.0109 -0.0213
Si 0.0007 -0.0041 -0.0259
Si 0.0091 -0.0017 -0.0187
Si -0.0229 -0.0161 -0.0173
Si -0.0031 0.0052 -0.0224
Si 0.0074 -0.0054 -0.0292
Si -0.0427 0.0098 0.0427
Si 0.015 0.0401 0.0188
Si -0.0088 -0.0017 -0.0045
Si -0.0243 -0.0142 -0.0049
Si 0.0098 -0.0176 0.0051
Si 0.0161 0.0099 0.0242
Si 0.0082 -0.0109 0.0083
Si -0.0072 -0.0052 0.0303
Si -0.0168 0.0034 0.0481
Si 0.0174 -0.0359 0.0104
Si -0.0083 0.0056 0.011
Si 0.0315 0.0092 0.0121
Si -0.0215 -0.0098 -0.0064
Si -0.0086 0.0152 -0.0135
Si -0.0035 -0.0004 -0.0308
Si -0.0117 -0.0135 0.0083
Si 0.0107 0.0139 0.0044
Si -0.0331 -0.0155 -0.008
Si -0.0384 0.0126 -0.0148
Si 0.0112 0.0218 -0.0086
Si -0.0303 -0.0628 0.0038
Si -0.0383 0.0121 -0.0286
Si -0.0182 0.0078 -0.0358
Si -0.0018 0.0363 -0.0144
Si -0.019 -0.0032 -0.0486
Si -0.0158 -0.0108 -0.0454
Si 0 -0.0122 -0.0285
Si -0.0204 -0.0002 -0.0271
Si 0.0422 -0.0303 0.0009
Si 0.0059 0.0248 -0.0197
Si -0.0299 0.0057 -0.0773
Si 0.0339 -0.0206 -0.0256
Si 0.172 0.5175 -0.3278
Si 0.0286 -0.0388 0.0374
Si 0.0052 0.0018 0.0317
Si -0.0067 0.0107 0.0064
Si -0.0534 0.0166 0.0217
Si 0.5255 -0.1438 -0.4198
Si 0.0367 0.164 -0.6957
Si 0.0126 0.0473 0.0239
Si 0.0278 -0.0189 0.0701
Si 0.0129 -0.02 0.0287
Si -0.0002 0.0603 0.0299
Si 0.0163 0.0128 0.0734
Si 0.0074 -0.0112 -0.0071
Si -0.0123 0.0362 0.0483
Si -0.1888 0.0758 -0.5862
Si 0.0173 -0.066 0.0646
Si -0.0195 0.0071 0.0068
Si 0.0064 0.0085 -0.0204
Si -0.0191 0.0175 0.0918
Si -0.056 -0.5153 -0.2726
Si 0.0314 -0.0071 0.0136
Si -0.0348 0.0498 0.0111
Si -0.0404 0.0099 0.0239
Si 0.3365 0.027 -0.6914
Si 0.0585 -0.0064 -0.0337
Si -0.0055 0.0571 0.0002
Si 0.2458 0.0377 -0.6033
Si 0.2282 0.0859 -0.6509
Si -0.0014 -0.4315 -0.3057
Si -0.1452 -0.1051 -0.7155
Si 0.009 -0.004 0.1056
Si -0.0124 -0.062 -0.7323
Si -0.0058 -0.0396 -0.1097
Si -0.0623 -0.0378 -0.0363
Si -0.0628 -0.0536 -0.1541
Si -0.2383 0.0613 -0.6658
Si 0.1226 0.0128 0.0094
Si 0.1289 -0.2092 -0.632
Si -0.4363 0.0643 -0.2769
Si -0.0408 0.0064 -0.0592
Si 0.0693 0.1601 -0.5106
Si 0.09 0.0065 0.0521
Si -0.0387 -0.0145 0.0179
Si -0.0016 -0.0057 -0.0113
Si 0.0415 0.0065 0.056
Si 0.004 -0.1042 -0.1202
Si -0.0246 -0.0154 -0.1181
Si -0.0392 0.0134 0.0548
Si -0.065 -0.0255 -0.0409
Si -0.0475 0.0168 0.0711
Si 0.0011 -0.0077 0.0184
Si -0.0204 -0.04 -0.1116
Si 0.1029 0.0163 -0.06
Si 0.026 -0.0015 -0.2199
Si 0.0332 -0.0032 -0.0066
Si 0.0116 -0.06 -0.2284
Si 0.1447 0.0524 -0.6424
Si -0.0165 -0.1919 -0.0547
Si -0.1189 0.0053 0.0999
Si -0.0184 0.0444 0.0145
Si 0.0985 -0.0707 -0.0848
Si 0.0192 0.0194 0.0071
Si 0.2283 0.3933 -0.5273
Si 0.1617 -0.0436 0.0554
Si 0.0238 -0.0136 -0.0026
Si -0.0107 0.0745 0.0931
Si -0.1102 0.0316 -0.0377
Si -0.0486 -0.0372 -0.0591
Si -0.0037 0.0426 -0.0927
Si 0.0214 -0.1263 -0.1657
Si -0.0736 -0.0805 0.0785
Si -0.1072 0.0161 -0.0218
Si 0.0468 -0.029 0.0942
Si -0.0721 0.0358 0.0722
Si 0.0331 0.0893 -0.0163
Si 0.0768 0.0571 0.0521
Si -0.009 0.1301 0.029
Si -0.0001 -0.0563 -0.0748
Si -0.0124 -0.0512 0.0216
Si -0.1687 -0.0277 -0.0109
Si 0.054 0.0419 -0.1116
Si 0.0224 -0.0727 0.0162
Si 0.103 0.0224 -0.0348
Si 0.0568 0.011 0.0822
Si -0.0212 -0.054 0.1092
Si -0.0505 -0.024 0.0046
Si 0.0663 0.0732 -0.0521
Si 0.056 -0.035 0.1346
Si 0.1237 -0.0011 0.0466
Si -0.0377 0.052 0.0748
Si -0.035 -0.0279 0.0783
Si -0.0033 0.1549 0.1113
Si -0.0858 -0.027 0.0379
Si 0.023 0.0307 0.0352
Si 0.0486 0.0507 0.0799
Si -0.1586 0.0517 0.0731
Si -0.0091 0.0043 -0.0116
Si -0.0064 -0.0056 -0.0121
Si -0.0162 -0.0022 -0.0128
Si -0.0141 -0.0026 -0.013
Si 0.0144 0 -0.0069
Si 0.0134 -0.0007 -0.003
Si 0.0113 -0.0092 -0.0098
Si 0.0069 0.0044 -0.0129
Si -0.0228 -0.0021 0.0001
Si -0.0159 -0.0036 -0.0043
Si 0.0028 -0.0013 -0.012
Si -0.0043 0.0017 -0.0095
Si 0.0033 -0.0085 -0.011
Si 0.0131 0.0039 -0.0063
Si 0.0167 -0.0032 -0.0076
Si 0.011 -0.0028 -0.0096
Si -0.0067 0.0014 -0.0081
Si -0.0035 -0.0131 -0.0071
Si -0.0113 0.0002 -0.0104
Si -0.0131 0.0035 -0.0097
Si 0.0121 0.0024 -0.0069
Si 0.0107 0.0008 -0.0016
Si 0.0099 -0.0065 -0.0117
Si 0.0057 0.0007 -0.0118
Si -0.0234 -0.0005 -0.0057
Si -0.0205 -0.0044 -0.0064
Si -0.0059 -0.0002 -0.0121
Si -0.0061 0.0049 -0.0111
Si 0.003 -0.0055 -0.0099
Si 0.0162 0.003 -0.0073
Si 0.0216 -0.005 -0.0082
Si 0.0132 0.0006 -0.009
Si 0.0007 0.0016 0.0149
Si 0.0002 0.0089 0.0184
Si 0.0081 0.0036 0.0253
Si 0.0042 -0.0076 0.0197
Si -0.0007 0.0069 0.0072
Si -0.0038 -0.0004 0.0065
Si -0.0063 -0.0043 0.0014
Si -0.0041 0.0047 0.0002
Si 0.0013 -0.0068 0.0183
Si 0.0043 0.0094 0.0199
Si -0.0046 -0.003 0.0198
Si -0.0005 -0.0026 0.015
Si 0.0059 -0.0004 0.0015
Si 0.0023 -0.0026 0.0025
Si -0.0006 0.0044 0.0075
Si -0.0012 -0.011 0.0053
Si -0.0047 0.0017 0.0189
Si -0.0032 0.0092 0.0219
Si 0.0044 0.0001 0.0255
Si 0.0019 -0.005 0.0209
Si -0.0005 0.0067 0.0076
Si -0.0018 0.0028 0.0066
Si -0.0004 -0.0061 0.0016
Si 0.0015 0.0029 0.0002
Si -0.0004 -0.0076 0.0157
Si 0.0002 0.01 0.0202
Si -0.0093 -0.0008 0.0255
Si -0.0058 -0.0037 0.0172
Si 0.0069 0.0013 0.0001
Si 0.0013 -0.0022 0.0017
Si 0.0005 0.0054 0.0062
Si -0.0005 -0.0095 0.0033
Si 0.0048 0.0037 -0.0156
Si -0.0027 -0.001 -0.0103
Si -0.005 0.0014 -0.0097
Si -0.0128 -0.0019 -0.0164
Si -0.0023 -0.0031 -0.0138
Si 0.0056 0.0004 -0.0152
Si 0.008 -0.0024 -0.0215
Si -0.0014 0.0009 -0.0175
Si -0.0075 0 -0.0108
Si 0.0031 -0.0058 -0.0044
Si 0.0091 0.0028 -0.005
Si -0.0027 -0.0019 -0.0071
Si -0.004 0.0025 -0.0211
Si 0.0017 0.0005 -0.0177
Si 0.0004 0.0012 -0.0133
Si -0.0014 -0.0019 -0.0192
Si 0.0106 0.0025 -0.0162
Si -0.0001 -0.0043 -0.0098
Si -0.0016 0.0015 -0.0106
Si -0.0083 0.0004 -0.0171
Si -0.0007 -0.0016 -0.0145
Si -0.0019 0.0025 -0.0159
Si -0.0029 -0.0037 -0.021
Si 0.0003 0.0022 -0.0183
Si -0.0044 0.0048 -0.0108
Si 0.0073 -0.0025 -0.0029
Si 0.0125 0.0025 -0.0033
Si 0.0007 -0.0031 -0.0066
Si -0.003 0.0042 -0.018
Si 0.0046 0.0023 -0.0158
Si 0.0012 0.0012 -0.0121
Si -0.0038 0.0003 -0.0178
Si 0.0162 -0.0057 0.0104
Si 0.0177 0.0015 0.0166
Si 0.0147 0 0.018
Si 0.016 0.0003 0.0133
Si -0.0131 0.0036 0.0185
Si -0.0152 0.0024 0.0153
Si -0.0163 -0.0018 0.0122
Si -0.0128 -0.0003 0.0114
Si 0.005 0.0007 0.0144
Si 0.0087 0.0018 0.0165
Si -0.0064 -0.0017 0.0127
Si 0.0024 0.0021 0.016
Si 0.0013 -0.0014 0.0116
Si -0.0039 0.0018 0.0171
Si -0.0044 -0.0028 0.0202
Si -0.0081 -0.0019 0.0133
Si 0.0126 -0.0068 0.011
Si 0.0164 0.0017 0.0177
Si 0.0142 -0.0001 0.0193
Si 0.0134 -0.001 0.0138
Si -0.0181 0.0041 0.0184
Si -0.0105 0.0043 0.0162
Si -0.0074 -0.0032 0.0129
Si -0.0127 -0.0019 0.013
Si 0.0008 -0.0003 0.0137
Si 0.0015 -0.0004 0.0131
Si -0.0021 0.0009 0.0122
Si -0.0015 0.0029 0.0165
Si 0.0006 -0.003 0.0124
Si -0.0074 0.0002 0.0179
Si -0.0058 -0.0011 0.0199
Si -0.0024 -0.0009 0.0127
Si -0.0171 -0.0001 -0.0222
Si -0.0185 0.004 -0.0167
Si -0.0149 -0.0002 -0.0111
Si -0.0186 0.007 -0.0124
Si 0.0159 -0.0029 -0.017
Si 0.018 0.002 -0.0154
Si 0.0204 0.002 -0.0154
Si 0.0106 -0.0014 -0.02
Si -0.0104 -0.003 -0.0125
Si -0.0102 -0.0045 -0.0116
Si -0.0065 0.0013 -0.0137
Si -0.0019 -0.0068 -0.0105
Si 0.0056 -0.0018 -0.0141
Si 0.0068 -0.0038 -0.0141
Si 0.0101 -0.0016 -0.0065
Si 0.0112 0.0017 -0.0083
Si -0.0154 -0.0024 -0.0261
Si -0.0161 0.0004 -0.0192
Si -0.0139 -0.0026 -0.0109
Si -0.016 0.0087 -0.0143
Si 0.0179 0.0007 -0.0171
Si 0.0149 0.0019 -0.0146
Si 0.0128 0.0018 -0.0173
Si 0.008 -0.0017 -0.0216
Si -0.0073 0.0002 -0.0141
Si -0.0067 -0.0007 -0.0136
Si -0.0091 -0.0035 -0.0122
Si -0.0006 -0.0054 -0.0101
Si 0.0057 -0.0006 -0.0138
Si 0.0088 0.0027 -0.0118
Si 0.0137 0.0012 -0.0056
Si 0.0082 0.005 -0.0083
Si -0.0165 -0.001 0.0121
Si 0.0025 -0.0031 0.0155
Si -0.0019 0.0031 0.0162
Si 0.0111 -0.0035 0.0088
Si -0.0067 0.0051 0.015
Si -0.0067 0.0039 0.0189
Si -0.0072 -0.005 0.0149
Si -0.0215 0.0002 0.0175
Si 0.004 -0.0026 0.012
Si 0.0091 0.0044 0.014
Si -0.0082 -0.0007 0.0158
Si -0.0126 0.0009 0.0099
Si 0.0144 0.0022 0.0087
Si 0.0137 0.0012 0.0223
Si 0.0077 0.0005 0.0207
Si 0.0067 -0.0079 0.0215
Si -0.0242 -0.0018 0.0129
Si 0.0058 -0.0017 0.0142
Si 0.0152 0.0048 0.0165
Si 0.0148 -0.0063 0.0122
Si -0.0108 0.0006 0.0148
Si -0.0103 0.0028 0.0166
Si -0.0052 0 0.0147
Si -0.0193 0.0029 0.0195
Si 0.0013 -0.0063 0.0174
Si -0.0016 0.0002 0.0149
Si -0.0029 0.0052 0.0184
Si -0.0045 0.0006 0.0102
Si 0.0165 0.0038 0.0105
Si 0.0165 -0.0026 0.022
Si 0.0071 -0.0014 0.0159
Si 0.0099 -0.0053 0.0211
Si 0.0086 -0.0022 -0.0168
Si 0.0022 0.0087 -0.0164
Si -0.0056 0.0079 -0.0153
Si 0.0018 0.0002 -0.0125
Si 0.0061 -0.0039 -0.0198
Si 0.0069 0.0049 -0.0203
Si 0.0052 -0.0201 -0.0159
Si 0.0087 -0.0005 -0.0133
Si -0.0112 0.0028 -0.0119
Si -0.0018 -0.0061 -0.0206
Si 0.0009 -0.0065 -0.0154
Si -0.0013 -0.0081 -0.0128
Si -0.0057 -0.0048 -0.0177
Si -0.0044 -0.0058 -0.0183
Si 0 0.005 -0.0165
Si -0.0038 0.006 -0.0136
Si 0.0091 0.0026 -0.0191
Si -0.0032 0.0053 -0.0199
Si -0.0072 0.0058 -0.0198
Si 0.002 -0.0013 -0.0112
Si -0.0015 0.0002 -0.0205
Si 0.0021 -0.0046 -0.0155
Si 0.003 -0.0196 -0.0097
Si 0.0031 0.0039 -0.0179
Si -0.0003 0.0039 -0.0154
Si -0.0055 -0.0055 -0.0148
Si -0.0023 0.0054 -0.0127
Si 0.0017 -0.0083 -0.0115
Si -0.0071 -0.0023 -0.0177
Si -0.003 0.002 -0.02
Si -0.0018 -0.0003 -0.0123
Si -0.0095 0.0161 -0.0124
Si -0.0158 -0.0022 0.0242
Si -0.0093 0.0077 0.0235
Si 0.0086 0.0035 0.0082
Si -0.0029 -0.0053 0.02
Si -0.0034 0.0091 0.0238
Si 0.0122 -0.0127 0.0251
Si -0.0096 0.0142 0.0174
Si -0.0073 -0.0012 0.021
Si 0.0046 -0.0045 0.007
Si 0.0117 -0.0045 0.0096
Si -0.0025 0.0157 0.0139
Si 0.0075 0.005 0.0093
Si 0.0091 -0.0093 0.0138
Si -0.0208 0.0064 0.0035
Si 0.009 0.002 0.0084
Si -0.0098 0.0027 0.0042
Si -0.0243 -0.0003 0.0162
Si -0.0085 0.0041 0.0135
Si 0.008 0.0058 0.0135
Si -0.0148 -0.0024 0.0161
Si -0.0122 0.0027 0.026
Si 0.013 -0.0035 0.0289
Si -0.0061 0.0083 0.0223
Si -0.0014 0.0021 0.0244
Si 0.0196 -0.0023 0.0109
Si 0.0111 0.0039 0.0086
Si 0.0072 -0.0018 0.0099
Si 0.0075 0.0005 0.0086
Si -0.0125 -0.0109 0.0061
Si -0.0167 0 0.0023
Si 0.0003 0.0102 -0.0019
Si -0.0113 0.0059 0.0023
O 0.1493 0.1197 -0.2652
O 0.0315 0.1541 -0.0972
O -0.0526 0.3925 0.2519
O -0.253 -0.023 -0.2424
O 0.0176 -0.6269 0.2065
O 0.1144 0.2453 -0.1847
O 0.0179 0.4018 -0.0573
O -0.3682 -0.0128 -0.3877
O 0.0306 -0.2416 -0.0503
O 0.1025 0.2183 -0.1741
O 0.0006 0.2375 -0.1672
O 0.1194 0.289 0.1698
O 0.1715 -0.3109 0.1954
O -0.196 -0.0393 -0.2414
O -0.1097 0.2343 0.0807
O -0.01 -0.2288 0.1162
O -0.0037 0.5438 -0.1907
O -0.4333 -0.2105 -0.3497
O -0.1244 -0.0119 0.0091
O -0.0784 -0.5893 -0.1103
O -0.126 0.2352 0.366
O -0.0693 0.6728 -0.1884
O 0.0161 0.4232 -0.277
O 0.4915 -0.5197 0.1111
O -0.1706 -0.1611 0.2561
O 0.2348 -0.2639 0.2885
O -0.1947 0.2591 0.2394
O 0.0862 -0.0197 0.2424
O 0.2746 -0.4642 0.0815
O -0.1597 0.3872 0.3721
O -0.3267 0.2715 -0.105
O 0.2958 0.0661 -0.0491
O -0.1314 0.4046 0.3683
O 0.4699 0.0694 -0.066
O 0.2357 0.1764 -0.563
O 0.6166 -0.4542 0.228
O 0.1924 -0.4958 0.3136
O 0.1601 -0.1634 0.0677
O 0.1472 0.1147 -0.2724
O -0.4041 -0.0542 -0.4145
O 0.1586 0.3717 -0.0949
O -0.3328 -0.0621 -0.0934
O -0.5462 -0.0041 0.1056
O -0.106 0.2886 0.4329
O 0.2245 0.0568 -0.5961
O -0.1371 -0.0173 -0.4049
O 0.252 0.0706 -0.5358
O 0.1756 0.2816 0.2486
O -0.0818 -0.4115 -0.0978
O 0.2388 -0.2866 0.2408
O -0.3057 0.1774 0.3655
O -0.0285 -0.3155 -0.1613
O -0.0273 -0.1577 -0.1258
O -0.3482 -0.1282 -0.4504
O 0.386 -0.1161 0.275
O -0.5501 -0.0598 0.1076
O -0.4147 0.1968 0.3423
O -0.5675 0.2444 -0.0079
O -0.1391 -0.0943 -0.3181
O 0.1198 -0.5977 -0.0692
O -0.0654 -0.7318 0.2013
O -0.6606 0.0513 -0.0478
O -0.2901 -0.2006 -0.1701
O -0.0549 0.1232 0.3535
O 0.1552 0.2811 0.0903
O 0.0414 0.0168 -0.0285
O 0.4616 -0.0498 0.2523
O 0.1635 0.1375 0.1337
O -0.396 0.1267 0.4332
O 0.0883 0.6742 -0.1249
O 0.4862 -0.3909 0.0901
O 0.062 -0.167 0.4897
O -0.4575 -0.4271 -0.0154
O 0.0559 -0.7088 0.1468
O 0.2908 -0.2008 0.3758
O -0.1649 -0.3857 0.4296
O -0.2433 -0.0636 -0.2164
O 0.5465 0.1274 0.0079
O -0.2358 -0.1645 0.3841
O -0.2826 -0.2803 0.4609
O -0.2713 0.1009 0.0278
O -0.1012 0.161 0.4454
O 0.2913 -0.4412 -0.2591
O -0.0159 -0.0724 0.4801
O 0.0761 -0.1779 0.4166
O -0.4934 -0.0544 0.3302
O 0.2703 0.1658 -0.2089
O 0.1156 -0.2232 0.2942
O 0.3945 0.065 0.1274
O 0.1834 -0.3849 0.5612
O 0.2279 0.046 -0.1234
O -0.154 0.0931 0.3409
O -0.2868 0.1525 -0.0217
O -0.3191 -0.1618 0.3597
O -0.5181 -0.0403 -0.2813
O 0.392 0.0978 0.0476
O -0.3121 0.119 0.1864
O 0.277 -0.0589 -0.3756
O -0.1571 0.3999 0.0674
O -0.4888 0.5463 -0.1464
O -0.6584 0.0515 -0.326
O -0.4636 -0.2778 -0.0613
O 0.3318 -0.0108 -0.3469
O 0.1522 0.1423 -0.1917
O 0.4251 0.3753 0.3833
O -0.7801 0.216 -0.2101
O -0.1005 0.1764 0.4535
O -0.3632 -0.3292 -0.6272
O 0.0186 -0.1789 -0.2436
O -0.1599 0.4761 0.0947
O -0.441 0.0119 -0.2301
O -0.1674 -0.3781 -0.1027
O -0.1083 -0.1754 0.0519
O 0.1764 -0.2457 0.3718
O 0.4939 0.1469 -0.3293
O 0.1799 0.3255 -0.074
O 0.0863 -0.3249 -0.3228
O 0.5641 0.1233 0.2586
O -0.5268 -0.1797 0.2034
O 0.0359 -0.3259 -0.2461
O 0.4678 0.074 0.0928
O -0.3347 -0.4793 0.0707
O -0.2723 -0.3544 0.4243
O -0.5328 0.0078 -0.1139
O -0.3609 0.2677 0.5737
O 0.0256 -0.3134 -0.4625
O 0.445 -0.2695 -0.1178
O 0.0377 -0.231 -0.4667
O 0.1846 -0.1548 -0.3184
O -0.3247 0.2625 0.247
O 0.1076 -0.1671 -0.2066
O 0.1897 0.2539 0.2528
O -0.4179 -0.1225 -0.0838
O -0.113 -0.2674 -0.2119
O -0.2481 0.1394 -0.4291
O -0.0619 -0.322 0.109
O -0.0101 -0.0391 0.0542
O -0.4892 0.4121 0.0043
O -0.1216 0.3166 -0.2124
O 0.0476 0.0522 -0.5948
O 0.0907 -0.3669 0.0254
O -0.3721 0.0394 -0.1515
O 0.5706 -0.0195 -0.2745
O -0.095 -0.0405 0.323
O 0.5204 0.0499 -0.1781
O 0.0151 0.3887 -0.1615
O 0.0508 0.5231 -0.1237
O 0.1688 0.4995 0.3739
O 0.0179 -0.4551 0.0462
O 0.1673 0.3411 -0.0744
O 0.0763 0.5888 -0.4859
O 0.0545 -0.3729 -0.0357
O 0.219 0.1729 -0.2617
O 0.0735 0.3628 -0.2213
O 0.2809 -0.258 0.1405
O -0.06 -0.4823 0.2034
O -0.2881 0.005 -0.5826
O 0.0142 0.4083 0.1437
O 0.0723 -0.4327 -0.105
O -0.2559 0.0329 0.0604
O 0.1215 0.2977 0.4666
O -0.2529 -0.6664 0.1919
O -0.0425 -0.0577 0.2911
O -0.45 0.3951 -0.1586
O -0.2345 0.3865 0.0432
O 0.1477 0.528 -0.0644
O 0.2409 -0.4345 0.1167
O 0.015 -0.369 -0.0347
O 0.2951 -0.2731 0.457
O -0.1014 0.3658 0.1506
O 0.0589 -0.3915 -0.0257
O -0.0563 0.6096 0.2187
O -0.1307 0.3064 0.6007
O -0.4054 0.2176 0.0338
O -0.1948 -0.0343 0.6771
O 0.2288 0.1358 -0.2669
O 0.1472 0.1516 -0.2554
O 0.539 -0.2821 0.3725
O 0.246 -0.4966 0.0087
O 0.0352 0.0216 0.2059
O 0.1391 0.1914 -0.3875
O -0.3888 -0.108 -0.5648
O 0.4743 0.1832 0.3198
O -0.2533 0.1605 -0.0894
O -0.6463 0.1052 0.0181
O 0.2294 0.3705 0.4173
O 0.0818 0.1619 -0.552
O 0.1257 0.114 -0.3454
O -0.1825 -0.1077 -0.5367
O 0.1618 0.646 -0.062
O -0.0125 -0.309 0.0249
O 0.5084 -0.2668 -0.0852
O 0.0044 0.1458 0.1149
O 0.0317 -0.3216 -0.182
O 0.0664 -0.1482 -0.5437
O -0.3054 -0.0656 -0.2896
O 0.1918 -0.0876 0.0238
O 0.4556 0.2245 -0.1112
O -0.3215 -0.2015 0.0196
O -0.4293 0.1317 0.4084
O -0.4603 0.2337 -0.1415
O -0.2932 0.0331 -0.2763
O 0.1665 -0.5953 -0.1553
O -0.0518 -0.5114 0.1609
O -0.6243 0.0298 0.3368
O -0.2766 0.1496 0.441
O 0.273 0.2159 -0.0685
O 0.1603 0.4885 0.0282
O 0.319 -0.1383 -0.1628
O 0.4295 0.2857 0.2213
O -0.3697 0.3354 0.3052
O 0.4543 -0.4248 0.1654
O 0.2614 0.1069 0.0933
O -0.5392 -0.3155 0.041
O -0.2308 -0.5415 0.0848
O 0.4136 -0.487 0.2377
O -0.0665 -0.0347 0.7883
O -0.2434 0.0942 -0.5521
O 0.4568 -0.3456 0.4118
O 0.0153 -0.1968 0.439
O -0.0916 -0.4221 0.1714
O 0.4649 0.4298 0.3048
O 0.0425 0.0178 0.6465
O 0.2036 -0.4931 0.0922
O -0.0632 -0.0971 0.3911
O -0.317 -0.1362 0.3098
O 0.4068 0.0932 -0.2501
O 0.2762 -0.3103 0.5299
O 0.5881 -0.2311 0.2892
O 0.2969 -0.3914 0.3274
O 0.2107 -0.3137 -0.33
O -0.0821 0.2619 0.4448
O -0.1294 0.1662 0.2526
O -0.2316 -0.3552 0.1006
O -0.2974 -0.0631 -0.473
O 0.4923 -0.0663 -0.0369
O -0.5585 0.0135 0.0128
O 0.3113 0.0336 -0.2667
O -0.0995 0.4855 -0.2301
O -0.0361 0.5566 -0.091
O -0.4688 -0.2434 -0.2617
O -0.2787 0.1404 0.1648
O 0.3083 0.1073 -0.1199
O 0.3069 0.0161 -0.1182
O 0.1508 -0.1741 0.3462
O 0.0841 0.2014 0.076
O 0.2616 -0.042 0.5059
O 0.0897 -0.1666 -0.353
O -0.1157 0.0226 -0.301
O -0.1614 0.6825 0.1487
O -0.1569 -0.035 -0.1324
O -0.4027 0 -0.1311
O -0.05 0.2421 -0.2578
O 0.0037 -0.1938 0.4464
O 0.4838 0.2515 -0.3696
O -0.3266 -0.3472 0.1677
O 0.4258 -0.2161 0.1689
O -0.3988 -0.2317 0.357
O -0.0671 -0.5693 -0.3113
O 0.4039 -0.0237 0.495
O -0.3579 -0.4651 0.3045
O 0.4862 0.2178 -0.1987
O -0.2521 -0.0003 0.0784
O -0.2834 -0.1477 -0.4944
O -0.2675 0.2135 0.5807
O 0.1306 -0.2062 -0.5911
O 0.2778 -0.1318 -0.1656
O 0.0055 -0.5003 -0.2018
O -0.5113 -0.2594 0.2967
O -0.0628 -0.224 -0.3773
O -0.4641 -0.1072 0.2756
O 0.2312 -0.0298 -0.4785
O 0.3131 0.2356 0.2098
O 0.4296 0.1817 -0.1003
O -0.1842 -0.3798 -0.2318
O -0.6195 0.0551 -0.3343
O 0.0034 -0.3774 0.0696
O 0.056 -0.0985 0.31
O -0.4983 0.2636 0.1791
O -0.0968 0.5983 -0.3533
O -0.0049 0.652 -0.2319
O 0.048 0.1005 -0.3906
O 0.0012 0.0885 0.3412
O -0.171 -0.1614 0.6554
O 0.4688 -0.0332 0.111
O -0.0918 -0.2169 -0.4077
O -0.0974 0.2378 0.0801
O 0.0706 -0.0646 -0.3969
O 0.6251 0.1435 -0.4833
O 0.4289 -0.5571 0.0632
O 0.2781 -0.4822 -0.194
O -0.2367 -0.2885 -0.419
O 0.5492 -0.1252 -0.091
O 0.3723 0.4873 0.1212
O -0.0584 -0.4493 0.4854
O 0.3904 0.2598 -0.2952
O -0.4076 0.0213 0.2061
O -0.2777 -0.1798 0.2465
O 0.599 0.1509 0.1138
O -0.2867 -0.1825 -0.1006
O -0.0131 -0.2685 0.2779
O 0.0571 0.0889 0.059
O 0.1837 0.2474 0.1167
O 0.5966 0.057 0.2488
O 0.4251 -0.4268 0.1662
O -0.2658 0.3137 0.3836
O 0.2951 -0.1089 0.0007
O 0.0013 -0.2465 -0.5035
O -0.4127 0.2342 0.2754
O 0.1821 0.4191 -0.0042
O -0.0748 0.0622 -0.2175
O -0.3975 -0.1181 0.3363
